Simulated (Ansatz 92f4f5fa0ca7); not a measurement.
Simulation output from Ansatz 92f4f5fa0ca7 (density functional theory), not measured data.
Periodic cell of 240 atoms, Si148O92, from a study of silicon, its oxide and their interface. The atomic structure is a simulated model.
Doubt: the cutoff is far below the 930 eV that the study's wrapper takes by default for these files, so forces and energies are approximate.

Settings: functional PBE; potential files Ansatz PAW; basis plane waves; wave-function cutoff 580 eV; density cutoff ratio 5; exchange-correlation grid ratio 1; k mesh 1 x 1 x 1, Gamma-centred; self-consistency stop 5e-08 eV per atom in the density residual; occupations fixed; spin none; net charge 0.

Cell vectors (angstrom)
a	11.6015	0	0
b	0	10.938	0
c	0	0	32.4933

Atoms: element, x, y, z (angstrom)
Si	-0.1053	0.2823	23.6834
Si	3.2829	-0.212	23.7063
Si	7.8841	-0.2963	23.7632
Si	1.8077	1.5253	23.4246
Si	5.1591	1.257	23.7347
Si	9.0394	1.73	23.7691
Si	0.4313	5.6814	23.6951
Si	4.2104	5.4235	23.8507
Si	8.1476	5.7158	23.8767
Si	2.4088	6.8714	24.015
Si	6.1166	6.8351	23.7619
Si	10.1155	6.9638	23.876
Si	1.9272	2.7562	25.5052
Si	5.7477	2.7215	25.6302
Si	9.566	2.8891	25.7758
Si	0.0256	4.1435	25.5392
Si	3.8845	4.1088	25.7461
Si	7.6946	4.2351	25.6983
Si	1.9764	8.2727	25.8112
Si	5.8526	8.2243	25.6813
Si	9.8353	8.2287	25.8079
Si	0.0222	9.7305	25.7104
Si	3.8643	9.6305	25.7188
Si	7.8603	9.4845	25.7813
Si	0.0255	0.0639	27.6836
Si	3.8911	0.0431	27.6563
Si	7.7692	0.0106	27.6489
Si	1.9514	1.4314	27.5762
Si	5.8282	1.3923	27.6238
Si	9.6758	1.4152	27.6456
Si	0.0225	5.4217	27.6022
Si	3.8501	5.478	27.6759
Si	7.7079	5.5157	27.6838
Si	1.9154	6.8412	27.6879
Si	5.7707	6.874	27.6453
Si	9.7031	6.8121	27.6892
Si	1.9336	2.7345	29.594
Si	5.8008	2.7345	29.594
Si	9.6679	2.7345	29.594
Si	0	4.1018	29.594
Si	3.8672	4.1018	29.594
Si	7.7343	4.1018	29.594
Si	1.9336	8.2035	29.594
Si	5.8008	8.2035	29.594
Si	9.6679	8.2035	29.594
Si	0	9.5708	29.594
Si	3.8672	9.5708	29.594
Si	7.7343	9.5708	29.594
Si	0	0	31.5276
Si	3.8672	0	31.5276
Si	7.7343	0	31.5276
Si	1.9336	1.3673	31.5276
Si	5.8008	1.3673	31.5276
Si	9.6679	1.3673	31.5276
Si	0	5.469	31.5276
Si	3.8672	5.469	31.5276
Si	7.7343	5.469	31.5276
Si	1.9336	6.8362	31.5276
Si	5.8008	6.8362	31.5276
Si	9.6679	6.8362	31.5276
Si	1.9336	2.7345	0.9679
Si	5.8008	2.7345	0.9679
Si	9.6679	2.7345	0.9679
Si	0	4.1018	0.9679
Si	3.8672	4.1018	0.9679
Si	7.7343	4.1018	0.9679
Si	1.9336	8.2035	0.9679
Si	5.8008	8.2035	0.9679
Si	9.6679	8.2035	0.9679
Si	0	9.5708	0.9679
Si	3.8672	9.5708	0.9679
Si	7.7343	9.5708	0.9679
Si	-0.0276	-0.0442	2.968
Si	3.8705	-0.0203	2.9086
Si	7.7235	-0.028	2.9157
Si	1.921	1.3016	2.839
Si	5.7984	1.3647	2.9438
Si	9.6482	1.3609	2.9416
Si	-0.0068	5.4499	2.8827
Si	3.8764	5.4241	2.9365
Si	7.7304	5.4441	2.9378
Si	1.9371	6.7983	2.889
Si	5.7907	6.8072	2.8628
Si	9.6703	6.8248	2.9396
Si	1.9737	2.6785	4.7286
Si	5.813	2.6336	4.9869
Si	9.6279	2.7488	4.8957
Si	-0.0102	4.0083	4.7437
Si	3.8781	4.0804	4.9215
Si	7.6685	4.0981	4.9216
Si	1.904	8.1624	4.814
Si	5.7157	8.1468	4.7793
Si	9.6568	8.0756	4.9981
Si	-0.0074	9.5256	4.9793
Si	3.8254	9.5476	4.8474
Si	7.7512	9.466	4.8127
Si	0.5164	-0.071	6.9879
Si	4.0106	-0.1289	6.8343
Si	7.9597	-0.2564	6.7715
Si	2.2594	1.4297	6.6733
Si	6.0038	1.0355	6.8546
Si	9.4616	1.5167	6.9367
Si	0.1232	5.1525	6.76
Si	3.6099	5.3521	6.9239
Si	7.3315	5.5057	6.7991
Si	1.7932	6.7591	6.6864
Si	5.4947	6.8664	6.7481
Si	9.2037	6.8498	7.0552
O	6.9591	4.704	8.2247
O	5.8349	8.0237	7.9435
O	1.0585	10.114	8.3679
O	6.0173	1.6317	8.4386
O	1.5264	7.5359	8.1325
O	10.3603	5.7132	7.4608
O	12.1773	3.9792	7.8457
O	8.5001	9.7455	8.0739
O	3.9823	9.8929	8.28
O	-0.7498	0.8419	7.4962
O	3.193	4.2481	8.2062
O	9.0751	2.5305	8.2096
O	5.0705	2.0115	22.2811
O	6.3042	11.0484	23.6342
O	6.2655	7.7259	22.3453
O	2.9791	7.7292	22.6778
O	10.2538	7.786	22.4152
O	-0.8638	10.3775	22.4939
O	8.5567	5.0352	22.3857
O	8.1842	2.4522	22.5562
O	8.068	9.7437	22.3781
O	1.5117	4.0511	19.9704
O	1.6231	2.0921	21.8217
O	0.8635	5.3992	22.0659
Si	4.9234	3.4509	21.5487
Si	1.0071	8.1632	12.115
Si	7.2428	2.4213	13.8698
Si	-0.6334	9.0209	21.6339
Si	6.4229	0.84	9.8285
Si	0.14	0.1277	13.0307
Si	3.8211	6.5987	18.8825
Si	4.6606	9.3262	19.84
Si	-1.6952	3.6561	14.5848
Si	8.975	2.5609	9.8435
Si	5.6063	7.1618	11.281
Si	2.163	1.8779	17.6326
Si	-2.2654	2.1093	17.2806
Si	0.4555	2.3666	10.9117
Si	8.2414	8.202	11.9262
Si	10.3964	6.6466	13.4921
Si	5.1882	9.0641	9.0293
Si	0.0096	-3.0633	16.059
Si	0.7526	8.6513	9.0242
Si	-0.7667	6.1826	18.4674
Si	-1.678	3.2228	19.2232
Si	2.5276	9.1671	22.0371
Si	1.9377	3.1426	8.2474
Si	4.263	-0.3149	17.023
Si	6.3489	1.9427	16.7117
Si	7.0219	8.8747	21.4774
Si	7.9644	3.7553	21.5909
Si	9.1446	8.417	8.7897
Si	5.1568	2.7805	11.5521
Si	8.7946	10.6903	13.8153
Si	4.4574	3.6405	18.5376
Si	3.1267	7.8795	16.0591
Si	1.3572	5.5752	20.517
Si	9.6834	10.1394	16.754
Si	13.9717	3.6957	12.8305
Si	3.359	6.6339	13.3221
Si	-4.7533	4.6397	9.8375
Si	1.0012	2.1176	14.8945
Si	1.0575	2.5354	20.3533
Si	9.1215	8.568	19.2495
O	7.8039	1.5075	17.2875
O	7.8448	-2.6561	20.2027
O	3.2509	-1.4295	20.6127
O	4.6417	6.4072	12.347
O	6.6391	8.0551	12.1548
O	-1.3413	5.1904	14.1926
O	-0.5827	2.5005	20.2231
O	4.8498	7.7553	19.3971
O	8.5741	8.2265	10.3284
O	-8.4477	3.175	17.6795
O	2.4593	7.8732	12.7856
O	12.5826	8.8955	21.5639
O	-2.0893	7.1117	18.627
O	2.8831	11.4729	17.0769
O	2.765	6.3032	20.0941
O	4.6614	5.2539	18.5061
O	10.3522	9.1863	20.1316
O	5.3338	1.2529	10.9936
O	4.2775	3.1545	20.0823
O	10.749	8.5312	9.0148
O	1.2651	8.4419	10.5449
O	11.6203	-4.0625	12.4125
O	-0.9043	7.6585	14.7348
O	0.2473	6.461	19.707
O	3.9884	9.2693	16.1583
O	6.5516	2.7452	15.3117
O	8.6443	3.2274	13.6497
O	4.7134	-0.6685	18.5357
O	7.9538	12.2477	10.2752
O	5.8599	9.8136	20.8225
O	-9.9961	1.5776	19.1367
O	1.5121	2.4198	9.6615
O	1.0079	3.5348	11.9327
O	11.516	6.555	17.0291
O	10.2048	11.6818	16.9622
O	8.248	3.9482	10.3555
O	-0.9393	1.7136	23.468
O	-1.147	4.6135	18.5468
O	-1.1358	13.4719	10.5273
O	13.1668	-2.7955	15.6742
O	0.347	9.4833	12.7931
O	-2.5896	-3.9537	12.7017
O	6.2572	10.1644	9.6236
O	6.3975	4.0703	21.3349
O	8.8683	10.0552	15.3314
O	3.1228	7.1092	17.497
O	1.0269	2.2345	16.5183
O	-0.3319	2.8321	14.3239
O	5.5709	3.7639	10.3288
O	3.6399	3.1017	12.0029
O	-1.406	11.4017	13.4094
O	5.4432	0.6171	16.4015
O	5.7365	13.8802	17.8315
O	2.5197	5.2533	13.236
O	4.7144	8.124	10.2949
O	-2.1263	3.2888	16.1288
O	-0.5728	-1.7254	16.7724
O	-7.8107	-3.9685	14.8662
O	13.8919	13.8186	14.2441
O	1.0294	0.5776	14.335
O	8.6074	-1.3611	12.6743
O	7.5599	11.7576	13.7479
O	6.5535	6.1113	10.4662
O	6.1793	2.9757	12.7916
O	0.5894	0.9265	11.6796
O	4.026	4.4739	22.4504
O	8.6154	3.521	20.1277
O	8.7708	9.5974	18.0152

Results
free energy: -146401.446 eV
free energy less fixed offsets of O -568.88, Si -635.61 eV per atom: 5.794 eV

Forces (eV/angstrom), in the order of the atoms: element, x, y, z
Si	0.1479	0.1258	0.0281
Si	0.4196	0.3465	0.0457
Si	-0.0862	-0.3808	-0.2238
Si	-0.5083	-0.3862	-0.2745
Si	-0.1286	-0.4679	-0.4134
Si	-0.0402	0.466	0.1741
Si	0.4806	0.0095	-0.4778
Si	0.0035	-0.4072	-0.3491
Si	0.169	-0.3794	-0.1846
Si	0.185	0.1082	-0.069
Si	0.0879	0.4013	-0.4374
Si	-0.0316	0.3598	-0.4662
Si	-0.0848	0.1706	0.1873
Si	0.0334	-0.09	0.2127
Si	-0.1069	-0.0437	0.0236
Si	-0.0827	-0.1475	0.0846
Si	-0.0059	-0.2264	0.173
Si	-0.1734	-0.1026	0.2202
Si	-0.1098	0.3425	0.335
Si	-0.161	0.1435	0.0661
Si	-0.0044	0.186	0.2464
Si	0.2422	0.0906	-0.1533
Si	-0.0451	-0.1518	0.2927
Si	-0.0823	-0.1874	0.0619
Si	0.0766	0.1228	-0.122
Si	-0.0815	0.0743	-0.1136
Si	-0.0343	0.0365	-0.0056
Si	0.1187	-0.1262	-0.1354
Si	0.1264	-0.0495	-0.1161
Si	0.0382	-0.0689	-0.0675
Si	-0.0792	0.1236	-0.0117
Si	0.0419	0.1894	-0.0962
Si	-0.1653	0.131	-0.1889
Si	-0.0538	-0.2031	-0.1312
Si	0.0275	-0.0671	0.0359
Si	0.133	-0.1996	-0.1692
Si	0.0375	0.1174	-0.3101
Si	0.0898	0.0572	-0.1773
Si	0.025	0.1089	0.0622
Si	0.0584	-0.1164	-0.2419
Si	-0.0504	-0.046	0.097
Si	-0.0302	0.0253	0.0197
Si	-0.0333	0.0786	0.1374
Si	-0.1093	0.1297	-0.0652
Si	0.023	0.0602	0.0742
Si	0.0371	0.0888	-0.0471
Si	0.0342	0.1045	-0.0984
Si	0.0365	0.0519	-0.1004
Si	0.0138	0.0876	0.0095
Si	-0.051	0.0718	0
Si	0.0184	0.0447	0.0081
Si	0.0317	-0.1011	-0.0741
Si	-0.0024	-0.1221	0.0151
Si	-0.0253	-0.0656	0.0337
Si	-0.0016	0.0915	-0.0714
Si	0.0237	0.0903	-0.0072
Si	-0.0019	0.0823	-0.0116
Si	-0.0087	-0.0021	0.0165
Si	0.0131	-0.0398	0.0167
Si	0.0024	-0.0837	0.0504
Si	-0.0719	-0.0149	-0.2112
Si	0.0203	-0.0302	0.215
Si	-0.0215	-0.1061	0.2038
Si	-0.0115	-0.1272	-0.1567
Si	-0.0058	-0.1438	0.1574
Si	0.029	-0.0375	0.1564
Si	0.0512	-0.0742	0.0399
Si	-0.0176	0.0209	-0.1582
Si	-0.006	-0.0443	0.2549
Si	-0.0936	-0.0466	0.3106
Si	0.078	-0.1239	0.0318
Si	-0.037	-0.0686	0.0146
Si	-0.0775	0.0112	0.1163
Si	-0.0346	0.1329	0.0548
Si	0.0279	0.1036	0.0619
Si	0.1164	0.0252	0.1333
Si	-0.0734	-0.0827	0.1235
Si	-0.0605	-0.0226	0.1007
Si	0.0119	0.0804	0.0099
Si	0.0909	0.1329	0.0067
Si	-0.1004	0.0687	0.0559
Si	0.021	-0.0737	0.0477
Si	0.0178	-0.1797	0.0492
Si	0.0007	-0.0535	0.198
Si	0.0805	0.1909	-0.1763
Si	0.0249	-0.0235	-0.0854
Si	-0.183	-0.1326	-0.0397
Si	0.0748	-0.0672	-0.042
Si	0.077	-0.1785	-0.2646
Si	0.0389	-0.102	-0.1798
Si	0.0909	0.1525	-0.122
Si	0.0008	0.2852	-0.0954
Si	0.0121	0.0411	-0.2045
Si	-0.0263	0.1051	0.19
Si	0.0585	-0.1498	-0.2138
Si	-0.2247	-0.4247	-0.1819
Si	0.1317	0.1911	0.1885
Si	-0.0167	-0.2301	0.332
Si	0.3951	-0.085	0.3221
Si	-0.0954	-0.1033	0.1827
Si	-0.1384	0.2497	0.4103
Si	0.1592	0.5226	0.4749
Si	0.2684	-0.4807	0.1366
Si	-0.0925	-0.5515	0.4617
Si	-0.0313	-0.3481	0.2909
Si	-0.4025	0.1691	0.3034
Si	0.172	0.3496	0.2524
Si	-0.078	-0.3333	-0.0934
O	0.016	0.0038	-0.3994
O	0.0449	-0.1661	-0.2387
O	-0.0234	-0.112	-0.2812
O	0.0522	-0.0596	-0.309
O	0.1236	0.0604	0.033
O	-0.3229	0.4311	-0.1501
O	0.091	0.064	-0.1884
O	-0.3042	0.3007	-0.2896
O	-0.1006	0.1126	-0.4541
O	0.0789	-0.1685	-0.345
O	0.3299	0.369	-0.5005
O	0.0246	-0.0804	-0.5309
O	-0.073	0.2456	0.145
O	0.2712	0.0831	0.1944
O	-0.14	-0.2736	0.3438
O	-0.1887	-0.0011	0.1741
O	-0.2076	-0.105	0.1508
O	0.1078	0.1307	0.2044
O	0.0847	0.0942	0.12
O	0.0024	0.0352	0.045
O	0.0974	-0.0363	0.3102
O	0.0038	0.0386	0.0827
O	0.3045	-0.1256	0.6396
O	-0.2866	-0.0042	0.4167
Si	-0.1907	-0.2171	-0.3809
Si	-0.0376	-0.1659	0.4837
Si	-0.0497	-0.003	0.089
Si	-0.2592	-0.0235	-0.308
Si	-0.1639	0.3476	0.3235
Si	0.0512	-0.0282	0.1311
Si	0.1212	0.0494	-0.2502
Si	0.2713	-0.1289	-0.2875
Si	-0.0923	-0.0711	0.1165
Si	-0.097	0.0351	0.2195
Si	-0.0391	-0.1031	0.4547
Si	0.2097	-0.0005	-0.1478
Si	-0.1174	-0.2062	-0.2827
Si	-0.0553	0.0335	0.3753
Si	-0.0765	-0.1138	0.3533
Si	0.0044	0.1386	0.0241
Si	-0.2222	0.056	0.3693
Si	-0.0057	-0.0416	-0.0229
Si	0.2683	-0.0658	0.1389
Si	-0.1402	0.1153	-0.1571
Si	0.3456	-0.1037	-0.2835
Si	0.3652	-0.0373	-0.6945
Si	-0.2632	-0.0054	0.1289
Si	-0.0701	-0.0344	-0.0317
Si	0.0056	-0.0296	-0.1089
Si	-0.0633	0.0635	-0.4978
Si	-0.0394	-0.1395	-0.3398
Si	-0.068	0.1327	0.5736
Si	-0.0475	-0.0099	0.1815
Si	0.0264	-0.0198	0.1722
Si	-0.01	0.0999	-0.4045
Si	0.0527	-0.0417	-0.015
Si	0.0129	0.0303	-0.349
Si	-0.0009	0.0501	-0.0441
Si	0.1389	-0.022	0.086
Si	0.0395	-0.0776	0.0392
Si	-0.0482	-0.0907	0.3677
Si	0.2241	0.0205	0.0421
Si	-0.1874	-0.0131	-0.3968
Si	-0.0818	-0.1433	-0.3887
O	0.0395	0.0404	0.0762
O	-0.0832	-0.0458	0.2395
O	-0.2728	0.033	0.2297
O	0.0735	0.0648	-0.158
O	0.0389	0.0415	-0.1433
O	0.0183	-0.0541	-0.0105
O	0.0895	0.0675	0.2414
O	-0.0184	0.103	0.1563
O	0.0969	0.0839	-0.5774
O	0.008	-0.0223	0.0881
O	-0.0826	0.0974	-0.1479
O	0.2151	0.1233	0.2525
O	0.0212	0.0212	0.1115
O	-0.0394	0.0302	0.039
O	-0.0896	-0.0482	0.2746
O	-0.0267	-0.0368	0.11
O	0.2269	0.0236	0.4127
O	0.1408	-0.1643	-0.2692
O	0.0466	0.0009	0.4414
O	-0.1044	-0.0226	-0.0944
O	0.0072	0.1028	-0.3725
O	0.0293	0.0652	-0.1381
O	-0.0381	-0.021	-0.0221
O	0.0793	-0.0341	0.2758
O	0.0047	0.0256	-0.0358
O	0.017	0.0172	0.0121
O	0.0128	0.0052	-0.0372
O	-0.0064	-0.0143	0.1822
O	0.0308	-0.1317	-0.1507
O	0.0306	-0.0034	0.1706
O	-0.0769	0.013	0.2244
O	0.1235	0.0831	-0.2156
O	-0.131	-0.0407	-0.1693
O	0.041	-0.0301	0.1275
O	-0.0125	0.0244	0.0769
O	0.061	0.0639	-0.1814
O	-0.3832	-0.1047	-0.064
O	0.0311	-0.0608	0.0202
O	0.0194	-0.0276	-0.1733
O	-0.0306	0.0326	0.0063
O	0.0173	-0.0848	-0.1167
O	0.0277	0.0092	-0.0631
O	0.0819	-0.1636	-0.1805
O	0.1536	0.1694	0.0976
O	-0.0204	-0.0216	0.0247
O	-0.0444	0.0008	0.1131
O	-0.0629	-0.0118	0.1115
O	-0.0792	-0.0088	-0.0711
O	-0.0286	0.041	-0.1898
O	0.0146	-0.0044	-0.1098
O	-0.0101	0.0663	-0.0276
O	0.0209	-0.0016	-0.0174
O	-0.0353	0.0308	0.1586
O	-0.0548	0.0052	0.0057
O	-0.0023	0.0983	-0.3533
O	0.069	0.0752	0.0299
O	0.0014	0.0539	0.0016
O	0.0092	-0.0027	0.0216
O	-0.1087	-0.0556	0.0175
O	-0.0722	0.0535	-0.0574
O	-0.0101	-0.0213	-0.1901
O	0.052	0.009	-0.0101
O	0.0887	0.0279	-0.2311
O	0.0321	0.0071	-0.0686
O	0.0283	0.0441	-0.1795
O	-0.0924	0.2812	0.3708
O	-0.3423	0.2025	0.5387
O	0.0166	-0.0212	0.1161

The program warned: the cutoff lies below the one the program advises for these potential files; the forces do not sum to zero within the program's tolerance; the exchange-correlation potential is rough where the density is thin.
